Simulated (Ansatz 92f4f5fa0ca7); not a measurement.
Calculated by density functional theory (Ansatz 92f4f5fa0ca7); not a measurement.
Periodic cell of 220 atoms, Si132O88, from a study of silicon, its oxide and their interface. The atomic structure is a simulated model.

Settings: functional r2SCAN; potential files Ansatz norm-conserving; basis plane waves; wave-function cutoff 1300 eV; density cutoff ratio 4; exchange-correlation grid ratio 1; k mesh 2 x 2 x 1, shifted by 0.5 0.5 0.5 of a step; self-consistency stop 5e-08 eV per atom in the density residual; occupations Fermi-Dirac, 0.05 eV; spin none; net charge 0.

Cell vectors (angstrom)
a, 10.888, 0, 0
b, 0, 10.888, 0
c, 0, 0, 32.0007

Atoms and the computed forces on them: element, x, y, z (angstrom), force x, y, z (eV/angstrom)
Si, -0.0681, 0.2703, -0.2503, -0.0275, -0.0035, 0.1431
Si, 2.4379, 3.0995, 0.1394, -0.0424, 0.0148, 0.0995
Si, 0.1645, 5.2352, 0.1029, 0.0359, -0.0309, 0.1073
Si, 3.1061, 8.0133, 0.0644, -0.0047, -0.0354, 0.0852
Si, 5.6621, -0.1767, 0.3881, 0.0269, -0.0279, 0.067
Si, 8.4375, 2.3609, -0.0529, 0.0394, -0.0146, 0.1178
Si, 5.1321, 5.6481, 0.0493, 0.0091, 0.0421, 0.1037
Si, 7.877, 8.585, 0.0131, -0.0242, 0.0065, 0.1319
Si, 1.3537, 1.3785, 1.2995, -0.0024, -0.0018, 0.008
Si, 4.0359, 4.1666, 1.4704, -0.0043, 0.0099, 0.0139
Si, 1.3924, 6.8725, 1.2812, 0.0134, -0.0097, 0.0055
Si, 4.1391, 9.4538, 1.5782, 0.0142, -0.0119, 0.0145
Si, 6.9519, 1.3681, 1.4994, 0.009, -0.0005, 0.0086
Si, 9.509, 3.9937, 1.3294, 0.014, -0.0053, -0.0049
Si, 6.8219, 6.8197, 1.233, -0.0182, 0.0125, -0.0009
Si, 9.6073, 9.6301, 1.2153, -0.0103, 0.0031, -0.0037
Si, -0.0054, 2.6856, 2.735, 0.0149, -0.0035, 0.0136
Si, 2.6952, 0.0162, 2.7116, 0.0095, 0.008, -0.0051
Si, 0.0085, 8.2222, 2.6209, -0.0104, -0.0084, 0.0079
Si, 2.6789, 5.5246, 2.7866, 0.0066, -0.0174, 0.0232
Si, 5.4738, 2.761, 2.7172, -0.0074, -0.0028, 0.0015
Si, 8.3011, -0.0123, 2.7879, -0.0016, -0.018, 0.0143
Si, 5.5366, 8.0788, 2.8122, 0.0118, 0.0016, 0.014
Si, 8.154, 5.4334, 2.6214, -0.0091, 0.0053, 0.0075
Si, 1.3457, 4.0853, 4.0829, -0.0172, -0.0001, -0.0055
Si, 4.0917, 1.3741, 4.0528, 0.0009, -0.0057, -0.0068
Si, 1.3368, 9.5478, 4.0698, -0.0034, 0.0148, -0.0128
Si, 4.1018, 6.7978, 4.1524, -0.0057, 0.0178, -0.0118
Si, 6.8143, 4.1246, 4.076, 0.012, 0.0016, -0.0144
Si, 9.5794, 1.3625, 4.1581, -0.0076, 0.0123, -0.0085
Si, 6.8822, 9.5024, 4.1026, 0.0191, -0.0127, -0.0001
Si, 9.5333, 6.8136, 3.9828, -0.0013, -0.0048, 0.0056
Si, 0.0235, -0.0016, 5.4987, -0.0175, 0.014, 0.0016
Si, 2.7306, 2.7283, 5.4373, -0.007, 0.0131, -0.0136
Si, -0.0241, 5.456, 5.4036, -0.0033, 0.0102, 0.0154
Si, 2.7209, 8.198, 5.4345, -0.002, -0.0066, 0.0001
Si, 5.457, -0.0089, 5.4036, 0.0108, -0.0058, 0.0021
Si, 8.1718, 2.7394, 5.4389, 0.0039, -0.0132, 0.0085
Si, 5.4548, 5.4292, 5.4855, -0.0043, -0.0029, 0.0047
Si, 8.2082, 8.1334, 5.4502, -0.0048, -0.0016, -0.0018
Si, 1.3784, 1.3779, 6.8327, -0.0034, -0.0185, -0.0001
Si, 4.0892, 4.0653, 6.8214, 0.0055, 0.0137, -0.004
Si, 1.356, 6.808, 6.7648, 0.0024, -0.0053, -0.003
Si, 4.0823, 9.5484, 6.7972, 0.005, -0.0036, -0.0008
Si, 6.8027, 1.3543, 6.7745, 0.0009, 0.012, 0.0001
Si, 9.5262, 4.1007, 6.8015, -0.0082, 0.0092, -0.0007
Si, 6.8142, 6.8052, 6.8261, -0.0008, 0.0057, 0.0049
Si, 9.5323, 9.5161, 6.8221, 0.016, -0.0084, 0.0028
Si, 0.0034, 2.7516, 8.1861, 0.0149, 0.0012, -0.0018
Si, 2.7273, 0.0052, 8.1806, 0.0028, 0.0224, 0.0006
Si, 0.0176, 8.159, 8.1487, -0.0097, 0.0035, 0.0011
Si, 2.7187, 5.4573, 8.1436, 0.0019, -0.0081, 0.0055
Si, 5.4468, 2.6857, 8.1568, -0.0115, -0.0124, 0.0046
Si, 8.1351, -0.0138, 8.1624, -0.0094, -0.017, 0.005
Si, 5.4214, 8.171, 8.1702, 0.0035, -0.0033, -0.001
Si, 8.1613, 5.4274, 8.1777, -0.0023, -0.0002, 0.0027
Si, 1.3993, 4.1133, 9.5473, 0.0048, 0.017, -0.0129
Si, 4.0869, 1.3527, 9.5377, 0.0045, -0.0032, -0.0013
Si, 1.365, 9.5098, 9.524, 0.001, -0.0071, -0.0051
Si, 4.0494, 6.8129, 9.5436, -0.0096, 0.0011, -0.0061
Si, 6.7818, 4.0553, 9.5172, 0.0033, -0.0041, -0.0006
Si, 9.4947, 1.365, 9.5042, -0.0035, 0.0031, -0.0133
Si, 6.7586, 9.5243, 9.5525, -0.0087, 0.0203, -0.0063
Si, 9.5407, 6.8059, 9.4907, 0.0058, 0.0081, -0.0111
Si, -0.0267, -0.011, 10.8297, 0.0215, -0.0173, 0.0014
Si, 2.7839, 2.7456, 10.9051, 0.002, -0.0019, 0.0035
Si, 0.0438, 5.5187, 10.8705, 0.0052, 0.0006, -0.0141
Si, 2.6974, 8.1723, 10.9472, -0.0052, 0.0221, -0.0109
Si, 5.3678, -0.0237, 10.9428, -0.01, -0.0152, 0.0032
Si, 8.1214, 2.6971, 10.8916, -0.0128, 0.016, 0.0183
Si, 5.3987, 5.4027, 10.8655, -0.0106, 0.0076, -0.0013
Si, 8.143, 8.1161, 10.8385, 0.0133, -0.0027, -0.0104
Si, 1.3809, 1.3416, 12.1424, -0.012, 0.0135, -0.0237
Si, 4.1165, 4.0974, 12.3589, -0.0258, 0.0005, -0.011
Si, 1.323, 6.8713, 12.3572, -0.0037, -0.0028, 0.0003
Si, 4.0209, 9.5041, 12.374, 0.0017, 0.0114, -0.0148
Si, 6.6985, 1.3626, 12.2774, 0.0164, -0.0132, 0.0017
Si, 9.5601, 4.1187, 12.1092, 0.0192, -0.0092, -0.0091
Si, 6.8009, 6.7121, 12.1852, -0.0166, 0.0109, -0.006
Si, 9.4669, 9.5121, 12.1598, -0.0094, 0.0151, -0.0213
Si, 0.0127, 2.7405, 13.4041, -0.03, -0.0276, 0.0145
Si, 2.5796, 0.0304, 13.6862, 0.0191, -0.016, -0.0062
Si, -0.1166, 8.2784, 13.6665, 0.0242, -0.0277, -0.0041
Si, 2.6686, 5.4495, 13.6955, -0.0059, 0.0043, 0.0092
Si, 5.4842, 2.7244, 13.8047, 0.0079, 0.0058, -0.0015
Si, 8.061, -0.0747, 13.5131, 0.0229, -0.003, 0.0147
Si, 5.4749, 8.0487, 13.5782, -0.0067, 0.0012, 0.0163
Si, 8.2053, 5.3568, 13.5286, -0.0033, 0.001, -0.0229
Si, 1.4258, 3.8409, 14.9081, 0.0374, -0.0056, -0.0719
Si, 3.6926, 1.6459, 14.9694, -0.0125, -0.0032, -0.051
Si, 0.7662, 10.0612, 14.9971, -0.042, 0.0153, -0.1511
Si, 4.1497, 6.7344, 14.9936, -0.0049, -0.0022, -0.0909
Si, 7.3968, 3.6836, 14.9984, 0.007, -0.0284, -0.0704
Si, 9.4865, 1.3724, 14.6145, 0.0148, 0.0029, -0.0533
Si, 6.9928, 9.2251, 14.9047, 0.0288, -0.0163, -0.0838
Si, 9.1893, 7.005, 14.8641, -0.0122, 0.0423, -0.0514
Si, 25.2081, -12.493, 19.0482, 0.0364, -0.0133, -0.1664
Si, -11.4933, 4.6481, 22.2446, -0.0078, 0.0543, -0.066
Si, 10.6733, 31.2086, 24.4041, -0.004, -0.0176, 0.0486
Si, 15.6029, 12.6874, 25.302, 0.0235, 0.0162, 0.0872
Si, 8.3991, -2.7246, 28.9552, 0.0139, -0.0232, 0.2575
Si, 4.8489, 1.832, 17.661, -0.0179, -0.0239, -0.2012
Si, -10.7549, 16.5921, 16.9282, -0.0165, -0.0014, -0.1847
Si, 19.3871, 32.0486, 22.4551, -0.0055, -0.0376, -0.0603
Si, -9.4699, 16.7276, 27.1697, -0.0106, 0.0567, 0.1588
Si, -6.9877, 3.8863, 23.374, 0.0195, 0.0028, 0.0092
Si, 6.2804, 14.4555, 29.8956, -0.0256, 0.0162, 0.2085
Si, 13.0713, -0.8374, 29.7273, -0.0405, 0.0249, 0.2429
Si, 7.5976, 16.894, 25.3044, -0.0125, -0.0195, 0.1101
Si, 13.9414, 19.3393, 27.1917, -0.0347, 0.0165, 0.1944
Si, 10.2144, 5.7397, 29.1778, -0.0288, 0.0216, 0.2206
Si, 5.6972, 4.8229, 17.1164, 0.0308, -0.0154, -0.1985
Si, -4.0891, 16.7995, 19.7837, 0.0009, 0.0092, -0.1661
Si, 3.8452, 9.8993, 21.7556, -0.0505, -0.0039, -0.1189
Si, -4.6274, 21.0948, 17.8209, -0.0329, 0.0224, -0.1823
Si, 9.6516, 17.0316, 19.5841, 0.0179, -0.0024, -0.1783
Si, 17.009, 27.5801, 22.7692, 0.0233, -0.0189, -0.0624
Si, 11.6954, -9.5633, 24.3096, 0.0517, 0.0072, 0.0196
Si, 25.4284, 20.6802, 24.5989, -0.0393, -0.0353, 0.0357
Si, -13.5933, -6.7783, 27.734, -0.0333, 0.0282, 0.2032
Si, -4.8172, 30.6977, 23.2838, -0.0128, -0.0025, 0.014
Si, 4.1024, 1.5053, 30.1467, -0.0145, -0.0027, 0.1244
Si, -2.0449, 13.1361, 23.2754, -0.0297, 0.0195, 0.0244
Si, 2.1409, 29.8656, 16.7384, -0.0309, 0.0065, -0.1834
Si, -2.8528, 8.632, 19.7393, -0.0348, -0.0477, -0.1454
Si, 6.1892, 40.7305, 27.0427, 0.0154, -0.0163, 0.1542
Si, 13.8224, -20.7251, 19.8327, 0.0677, -0.0399, -0.178
Si, 12.7084, 2.6883, 21.7983, 0.0007, -0.023, -0.076
Si, -0.4139, -4.2907, 24.7, 0.0205, -0.0387, 0.0589
Si, -13.2145, 20.7189, 26.606, -0.0505, -0.0117, 0.1494
Si, 18.5455, 1.7709, 25.9687, 0.0215, 0.0183, 0.104
Si, 2.4193, 14.205, 25.8531, 0.0065, 0.0386, 0.1047
O, 0.7765, -0.2589, -1.5973, 0.0626, -0.0345, -0.1425
O, -4.4292, -5.5685, -10.746, -0.0184, -0.0025, 0.0945
O, 10.2442, -5.1126, -1.21, -0.0204, 0.0259, -0.174
O, -8.17, 8.9756, -1.1858, -0.0206, 0.052, -0.1503
O, -2.3947, 8.2635, -1.45, 0.0057, -0.0102, -0.1745
O, -4.2082, 9.6513, -0.3303, 0.0143, -0.0002, -0.0681
O, 12.5955, 1.6083, -9.0008, -0.0193, 0.0029, 0.0198
O, -12.3751, 17.8644, -3.4473, -0.0007, -0.0001, -0.0704
O, 26.8463, 8.9945, -7.4513, 0.0244, 0.0055, -0.0058
O, 23.0944, 2.1713, -6.417, -0.0213, -0.0037, -0.0302
O, 13.6552, 30.9288, -6.2329, 0.0149, 0.0223, -0.0781
O, -14.9287, 29.308, -12.0744, 0.0113, 0.0085, 0.0339
O, 5.5792, 4.7058, -1.1991, 0.0356, -0.0625, -0.1251
O, 7.5362, 13.7995, -1.2983, -0.0632, 0.0281, -0.1386
O, -1.5022, 7.7547, 19.4421, -0.0039, 0.0218, 0.048
O, 8.0815, -2.7921, 15.3827, -0.0058, -0.0051, 0.049
O, 1.3009, -4.1432, 16.573, 0.0056, 0.0194, 0.0724
O, 5.0463, 14.2434, 17.2062, 0.0128, 0.0118, 0.048
O, -4.5577, 20.7376, 16.2471, -0.0004, 0.0206, 0.1312
O, 6.3734, 6.8275, 25.9982, 0.0175, -0.0247, -0.0577
O, 10.7594, -5.2583, 18.5198, -0.0427, 0.0072, 0.1563
O, 20.6501, 20.1181, 25.7267, 0.0543, 0.0001, -0.056
O, 16.9715, 12.3297, 26.049, -0.0209, -0.0067, -0.047
O, -4.712, 0.9426, 17.9806, 0.0097, -0.0028, 0.0728
O, 3.2597, 14.2986, 21.9691, 0.0004, -0.0032, 0.0125
O, 11.7179, 21.5292, 24.6801, -0.0067, -0.0036, -0.0109
O, 13.585, 8.122, 18.238, 0.0254, 0.0374, 0.104
O, 31.7212, -1.0032, 23.0325, 0.0058, 0.006, -0.0119
O, -2.6383, 5.3888, 19.293, 0.0047, 0.0077, 0.0563
O, -2.0197, 9.5194, 28.1831, -0.0047, 0.033, -0.119
O, -7.8246, 13.4534, 30.7496, 0.0301, -0.02, -0.0892
O, 9.681, -4.6362, 16.2245, 0.059, -0.0162, 0.0754
O, 4.138, 11.9348, 16.4256, 0.0264, 0.0234, 0.1236
O, 17.9777, -5.6222, 23.9532, -0.0002, -0.0133, -0.0192
O, -9.6083, 9.4142, 16.4095, 0.0294, -0.0225, 0.1153
O, 3.9387, 0.4599, 24.8714, -0.0008, -0.0123, -0.0258
O, 1.713, 1.9519, 20.3567, -0.0236, 0.0293, 0.0717
O, 2.1609, 9.2178, 28.3263, 0.0268, -0.0634, -0.1563
O, -7.1036, 24.3831, 26.3516, -0.0057, -0.0099, -0.0687
O, 24.3842, 17.7986, 27.0842, -0.0043, -0.0107, -0.039
O, 28.6309, 26.1341, 28.6177, 0.0602, 0.0194, -0.1346
O, 18.0033, -6.3576, 16.3809, -0.0368, 0.025, 0.0778
O, 27.1896, 9.7576, 22.0722, 0.0077, -0.0065, 0.025
O, 6.9075, 29.5265, 28.4732, -0.0401, 0.0087, -0.1091
O, 37.3045, 27.0629, 23.1183, -0.0083, -0.0007, 0.0118
O, 8.4793, 13.3634, 15.3805, -0.041, 0.0532, 0.019
O, -11.1787, 5.3955, 23.6339, -0.0016, -0.0106, -0.0003
O, -8.3219, -8.1177, 15.3685, -0.0017, 0.0055, 0.0346
O, 9.5048, 15.2829, 28.6203, -0.0104, -0.0335, -0.1009
O, 15.7487, 0.6719, 31.2801, -0.0392, 0.0353, -0.0807
O, -10.6291, 38.7987, 26.0896, -0.0331, 0.0031, -0.069
O, -2.6204, 20.4494, 21.0313, 0.0251, 0.0501, 0.1074
O, -3.3026, 31.3936, 18.536, 0.0477, -0.0404, 0.0894
O, -0.8375, 5.7693, 21.1026, 0.0084, -0.0391, 0.1037
O, -10.2679, -17.4668, 16.2648, -0.0327, 0.0248, 0.0842
O, 13.4233, 10.6426, 18.9486, -0.0219, 0.0398, 0.0726
O, 22.4476, 14.6748, 21.8252, -0.0146, -0.0014, 0.0271
O, 9.0363, 25.382, 22.41, -0.005, -0.0116, 0.0116
O, 8.3422, 11.8881, 22.3557, 0.0087, -0.0069, 0.0033
O, 14.3478, 19.722, 20.6009, 0.0028, 0.0252, 0.0994
O, 7.0633, -1.6263, 26.384, 0.0168, 0.0153, -0.055
O, 14.8255, 12.838, 18.9726, -0.0478, -0.0124, 0.1044
O, 8.162, 24.3641, 27.2532, 0.0011, -0.051, -0.0824
O, 1.3134, 4.1711, 31.63, -0.0065, 0.0078, -0.0591
O, -1.2812, 12.2261, 31.3539, -0.0153, 0.016, -0.0558
O, -6.0574, 5.8097, 16.1651, 0.0448, -0.0625, 0.1049
O, 10.5465, 0.3412, 15.4059, 0.0467, -0.0279, 0.078
O, -5.098, 27.2356, 18.6001, 0.017, 0.042, 0.1401
O, -7.5147, 7.9941, 15.702, -0.0625, 0.0211, 0.0872
O, 7.8612, 2.4876, 24.5354, 0.0109, 0.0087, -0.0459
O, 15.7845, 2.7497, 23.9883, -0.0006, -0.0011, -0.0185
O, -8.9271, 15.2331, 26.9738, 0.0147, -0.0609, -0.0527
O, -6.2229, 8.4578, 27.4139, 0.0182, -0.0054, -0.0637
O, 7.4688, 9.6603, 23.5528, 0.0252, 0.0031, 0.0032
O, -22.4328, 34.5038, 23.9567, -0.011, -0.0018, -0.0017
O, 13.892, 9.6331, 23.1127, 0.0084, 0.0065, 0.0397
O, 4.108, 6.8253, 31.516, -0.014, 0.0024, -0.042
O, -13.2293, 22.2308, 26.1072, 0.0102, 0.0119, -0.0409
O, 2.7153, -6.7721, 24.4637, 0.0005, -0.0021, -0.0151
O, -7.2158, 0.4984, 21.1659, 0.0041, -0.0155, 0.0539
O, -10.5367, -13.8454, 24.1653, -0.0194, 0.0181, -0.0106
O, 3.2046, 22.1681, 29.3774, -0.0063, -0.0039, -0.0747
O, -4.6388, 7.4019, 22.8299, 0.0142, 0.0136, 0.0008
O, 5.2428, 35.0664, 29.4104, 0.0089, -0.0041, -0.082
O, 15.8095, 20.4499, 18.4749, -0.031, -0.0099, 0.0806
O, -2.7426, 4.9733, 26.3935, -0.0123, 0.0247, -0.0929
O, 8.8849, 17.7867, 24.8976, 0.0073, 0.0103, -0.0416
O, 0.84, 16.7626, 28.6721, 0.0473, -0.0158, -0.1168

Results
free energy: -56407.518 eV
free energy less fixed offsets of O -463.61, Si -117.95 eV per atom: -40.438 eV
pressure: 0.36 GPa
stress xx, yy, zz, yz, xz, xy (GPa, positive in tension): -0.78, -0.21, -0.08, -0.07, -0.39, -0.24

The program warned: the forces do not sum to zero within the program's tolerance.
